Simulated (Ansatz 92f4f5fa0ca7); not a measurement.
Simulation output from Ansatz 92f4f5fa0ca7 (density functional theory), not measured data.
Periodic cell of 189 atoms, Si117O72, from a study of silicon, its oxide and their interface. The atomic structure is a simulated model.

Settings
functional: PBE
potential files: Ansatz PAW
basis: plane waves
wave-function cutoff: 700 eV
density cutoff ratio: 5
exchange-correlation grid ratio: 2
k mesh: 2 x 2 x 1, shifted by 0.5 0.5 0.5 of a step
self-consistency stop: 5e-08 eV per atom in the density residual
occupations: Fermi-Dirac, 0.05 eV
spin: none
net charge: 0

Cell vectors (angstrom)
a, 11.5983, 0, 0
b, 0, 11.5983, 0
c, 2.5766, 4.6939, 24.3687

Atoms: element, x, y, z (angstrom)
Si, -1.5605, 4.5035, -0.5767
Si, -1.5116, 7.6873, -0.528
Si, -1.1336, 0.5126, -0.5846
Si, 2.8081, 4.0191, -0.1864
Si, 2.2678, 7.976, -0.9075
Si, 2.3662, 0.8038, -0.4894
Si, 6.3552, 4.358, 0.0825
Si, 6.3343, 7.455, -0.473
Si, 6.3284, 1.248, -0.4782
Si, 0.537, 4.2716, 0.7259
Si, 0.5039, 8.0987, 0.6889
Si, 0.5766, 0.3106, 0.9697
Si, 4.4627, 4.3442, 1.3785
Si, 4.2967, 8.1133, 0.5921
Si, 4.4482, 0.4716, 0.76
Si, 8.4001, 4.3081, 1.1427
Si, 8.2122, 8.087, 0.8464
Si, 8.3467, 0.6067, 0.6788
Si, 0.5478, 6.2071, 2.147
Si, 0.5706, 9.952, 2.1949
Si, 0.5489, 2.3594, 2.2118
Si, 4.3469, 6.4148, 2.3179
Si, 4.449, 10.0415, 2.0529
Si, 4.4195, 2.2689, 2.385
Si, 8.3076, 6.284, 2.3479
Si, 8.2677, 10.1537, 2.0562
Si, 8.3746, 2.3218, 2.3291
Si, -1.3178, 6.2483, 3.6201
Si, -1.396, 10.0566, 3.5105
Si, -1.3032, 2.3575, 3.6895
Si, 2.4103, 6.2505, 3.6058
Si, 2.5293, 10.0343, 3.5234
Si, 2.4393, 2.367, 3.6691
Si, 6.3258, 6.2931, 3.6254
Si, 6.3571, 10.0778, 3.4969
Si, 6.3969, 2.35, 3.6849
Si, -1.3396, 4.3387, 5.0025
Si, -1.3585, 8.1713, 4.9626
Si, -1.3315, 0.3616, 4.9516
Si, 2.4737, 4.3501, 4.9926
Si, 2.4631, 8.1462, 4.9767
Si, 2.4608, 0.3702, 4.9224
Si, 6.353, 4.3612, 4.9809
Si, 6.3611, 8.1882, 4.9778
Si, 6.3527, 0.3687, 4.9539
Si, 0.5717, 4.3778, 6.3967
Si, 0.5526, 8.1369, 6.3687
Si, 0.5776, 0.3647, 6.3508
Si, 4.4116, 4.3895, 6.3542
Si, 4.4029, 8.1187, 6.3269
Si, 4.3853, 0.4061, 6.2861
Si, 8.3076, 4.3686, 6.3378
Si, 8.3131, 8.1437, 6.3281
Si, 8.314, 0.3661, 6.2852
Si, 0.5362, 6.2699, 7.8844
Si, 0.5758, 10.0365, 7.732
Si, 0.6124, 2.3797, 7.6212
Si, 4.4113, 6.271, 7.8483
Si, 4.3492, 10.0596, 7.6176
Si, 4.4099, 2.3947, 7.5919
Si, 8.3823, 6.267, 7.7923
Si, 8.2961, 10.0555, 7.6708
Si, 8.2832, 2.3547, 7.5523
Si, 10.2253, 6.2782, 9.3698
Si, 10.2204, 9.9543, 9.0534
Si, 10.2278, 2.4117, 8.8755
Si, 2.4483, 6.3292, 9.3178
Si, 2.5079, 10.0035, 9.0912
Si, 2.5241, 2.4701, 9.0387
Si, 6.4541, 6.2737, 9.1321
Si, 6.2857, 10.034, 8.9019
Si, 6.3576, 2.3472, 8.935
Si, 10.2795, 4.1233, 10.4966
Si, 10.1936, 8.3066, 10.8401
Si, 10.2092, 0.4257, 10.0435
Si, 2.5293, 4.3299, 10.636
Si, 2.444, 8.2865, 10.783
Si, 2.4865, 0.439, 10.1996
Si, 6.5145, 4.2409, 10.3445
Si, 6.3626, 8.2741, 10.4271
Si, 6.2396, 0.3504, 10.1766
Si, 0.5729, 3.6504, 11.8609
Si, 0.5187, 9.14, 12.1256
Si, 0.4972, 0.594, 11.3594
Si, 4.6995, 3.9284, 11.8172
Si, 4.5606, 8.4326, 11.9389
Si, 4.3469, 0.7893, 11.5979
Si, 8.3421, 3.3793, 11.6658
Si, 8.0926, 8.907, 11.9346
Si, 8.2581, 0.2967, 11.2568
Si, 3.8798, 1.8034, 20.5149
Si, 6.0261, 11.3133, 16.3595
Si, 3.6409, 11.0201, 18.4998
Si, 1.4301, 9.5099, 15.0015
Si, 4.4079, 8.571, 20.0308
Si, 6.8131, 4.2625, 14.012
Si, 7.3228, 7.0002, 16.8905
Si, 4.1353, 10.8189, 13.893
Si, 3.1673, 6.4468, 21.7183
Si, 1.1961, 2.8356, 21.5368
Si, 8.2726, 12.5083, 21.0415
Si, 8.5385, 9.4643, 16.9665
Si, 11.6171, 5.0263, 14.7325
Si, -0.2996, 8.3054, 20.9448
Si, 1.4433, 6.3509, 19.3245
Si, 1.3132, 6.934, 16.5095
Si, 10.0111, 7.1683, 15.8573
Si, 9.0191, 6.0165, 20.8996
Si, 10.29, 10.8207, 19.2706
Si, 0.7982, 11.619, 17.1699
Si, 7.4467, 2.5154, 16.502
Si, 6.3923, 6.1206, 19.4466
Si, -0.7454, 4.0782, 19.4524
Si, 6.0028, 10.3501, 21.8677
Si, 6.4724, 3.0478, 19.4995
Si, 10.5922, 2.6032, 16.6446
Si, 6.4101, 7.3776, 14.0738
O, 4.3801, 5.4631, 22.2619
O, 8.7852, 5.3237, 22.353
O, 7.7451, 8.299, 17.8022
O, -1.6528, 8.3606, -2.0296
O, 4.5144, 1.9079, 22.0365
O, 6.2659, 2.9083, -0.7676
O, 7.1986, 11.3374, 21.4169
O, 7.4339, 10.4987, 16.4135
O, 6.3646, 7.5966, 15.7018
O, 6.3976, 5.7924, -0.8189
O, 12.9373, 5.639, 15.5089
O, 2.5633, 2.419, -0.3597
O, 7.6791, 6.7119, 20.26
O, 5.4633, 9.7168, 20.4729
O, -1.4602, 6.1001, -0.9451
O, 6.579, 5.926, 17.832
O, 6.4776, 1.2589, 16.1343
O, 12.0385, 4.4951, 13.2738
O, 0.4453, 10.8157, 12.2992
O, 2.415, 11.5581, 17.5235
O, 5.3626, 3.809, 13.3632
O, 4.9587, 7.5543, 13.3339
O, 9.5027, 10.2324, 17.9859
O, 2.1426, 6.6352, 17.8796
O, 4.5876, 9.9679, 12.5651
O, 4.9738, 2.4123, 19.4654
O, 6.9688, 3.7315, 15.5394
O, 0.5413, 2.0127, 12.284
O, -0.5961, 3.8017, 15.6265
O, 2.0172, 8.253, 15.8702
O, 0.5525, 10.4764, 16.0109
O, 3.7232, 4.3725, -1.5513
O, 9.039, 12.9087, 22.4152
O, 2.476, 2.6392, 20.5294
O, 9.4618, 4.8024, 19.8849
O, 4.1414, 12.317, 13.2524
O, 5.2143, 10.7198, 15.0911
O, 8.193, 3.8838, 13.2291
O, 7.163, 2.9718, 18.0341
O, 8.2904, 1.7422, 12.0789
O, 5.1698, 7.2063, 19.5231
O, 0.8305, 7.7528, 19.8902
O, 2.6758, 10.3669, 14.4174
O, 0.5894, 8.8073, 13.7768
O, 8.2484, 10.5551, 12.2804
O, 0.1301, 1.4053, 16.5536
O, 0.3676, 8.568, 22.3957
O, 10.6439, 9.6817, 20.3646
O, -1.139, -0.7186, -1.6895
O, 8.7284, 6.3, 16.4074
O, 2.016, 6.5168, 22.8984
O, 3.6045, 11.8966, 19.8934
O, -0.1298, 3.1994, 20.669
O, 4.4605, 2.3885, 11.3369
O, 6.8599, 5.8593, 13.9175
O, -1.0277, 3.1261, 18.1827
O, 9.3564, 11.9814, 19.9323
O, 9.0448, 2.1252, 16.3162
O, 0.0787, 11.3954, 18.6283
O, 10.1703, 7.1454, 21.0105
O, 3.5438, 8.0011, 21.3091
O, 6.2241, 4.5897, 19.9861
O, 0.3168, 5.2269, 19.0324
O, 2.5503, 5.7566, 20.3597
O, 10.5459, 6.2912, 14.5749
O, 4.911, 11.1344, 22.8195
O, 7.5837, 8.3076, 13.4056
O, 5.0635, -0.3914, 17.6843
O, 9.4315, 8.723, 15.7799
O, 7.4634, 2.2204, 20.501
O, 3.5121, 9.4044, 18.9067
O, 11.3181, 7.2409, 16.866

Results
free energy: -115333.485 eV
free energy less fixed offsets of O -569.03, Si -635.61 eV per atom: 3.045 eV
pressure: -0.28 GPa
stress xx, yy, zz, yz, xz, xy (GPa, positive in tension): 0.31, -0.11, 0.64, 0.09, 0.14, -0.5

Forces (eV/angstrom), in the order of the atoms: element, x, y, z
Si, -0.2322, 0.1234, 0.0841
Si, -0.0573, -0.0091, -0.1864
Si, -0.1003, -0.1849, -0.1997
Si, -0.1902, -0.0555, 0.1531
Si, -0.1156, -0.1964, -0.3112
Si, -0.0502, 0.3751, -0.3466
Si, 0.1325, 0.0018, -0.4077
Si, 0.1571, -0.2018, -0.3803
Si, -0.0228, 0.278, -0.4639
Si, 0.1471, 0.0613, -0.4568
Si, -0.1709, 0.038, -0.0306
Si, 0.0518, 0.2405, 0.0031
Si, -0.0903, -0.0656, -0.1482
Si, 0.0178, -0.0209, -0.1244
Si, -0.1473, -0.0987, -0.1165
Si, 0.0668, -0.0608, -0.427
Si, 0.0359, -0.02, -0.1822
Si, 0.1324, -0.0443, -0.1438
Si, -0.1286, -0.1483, -0.2003
Si, 0.0285, -0.1161, -0.0459
Si, 0.0396, 0.0984, -0.029
Si, -0.1406, 0.1445, 0.1337
Si, -0.0147, 0.0485, -0.1342
Si, -0.1066, -0.1085, 0.3173
Si, 0.1107, 0.1017, 0.289
Si, 0.0624, 0.0031, -0.0868
Si, 0.0006, -0.0126, 0.2761
Si, -0.1116, 0.1295, -0.0861
Si, 0.0071, 0.0458, -0.0243
Si, -0.0271, -0.0768, -0.089
Si, 0.0576, 0.0933, -0.0281
Si, -0.0208, -0.0144, -0.0321
Si, 0.0304, -0.0739, -0.1169
Si, 0.0556, 0.1022, -0.0829
Si, 0.0098, 0.062, -0.0129
Si, 0.0196, -0.2336, -0.0942
Si, 0.0288, 0.0123, -0.0155
Si, -0.0151, -0.057, 0.0352
Si, -0.0047, 0.0211, -0.0626
Si, 0.0236, 0.0373, -0.0112
Si, -0.0152, -0.1111, -0.0149
Si, -0.0332, -0.0179, -0.0297
Si, -0.1038, 0.0952, 0.0361
Si, 0.0954, -0.066, 0.0426
Si, 0.0277, 0.0155, 0.0073
Si, -0.0412, -0.0527, 0.0299
Si, 0.0095, 0.1693, 0.075
Si, 0.0534, -0.0237, 0.0135
Si, 0.0109, -0.1308, 0.0236
Si, -0.0244, 0.0206, -0.0282
Si, 0.0042, 0.0929, -0.0332
Si, -0.011, -0.0427, -0.0446
Si, 0.032, 0.0041, -0.0387
Si, 0.0032, -0.0273, -0.0769
Si, 0.0145, 0.0392, -0.0092
Si, -0.0922, -0.2804, 0.0233
Si, 0.0255, 0.0976, 0.1062
Si, 0.04, 0.0151, 0.1048
Si, -0.0151, -0.117, -0.0089
Si, -0.0233, 0.0348, 0.2248
Si, -0.0683, 0.1088, 0.0076
Si, 0.0984, -0.0979, 0.063
Si, -0.0628, 0.1363, 0.1666
Si, 0.0438, -0.0038, 0.1066
Si, 0.0893, -0.1552, -0.1564
Si, -0.018, 0.036, -0.3938
Si, -0.0048, -0.0504, 0.1273
Si, 0.0627, -0.0009, -0.0412
Si, 0.1664, 0.0856, -0.27
Si, -0.0618, -0.0651, 0.0664
Si, -0.0383, 0.0081, -0.189
Si, -0.1733, 0.0882, -0.4245
Si, -0.0787, -0.1399, 0.1582
Si, -0.0989, 0.1489, 0.0206
Si, -0.0171, 0.0579, 0.1729
Si, 0.0816, -0.1431, 0.3152
Si, 0.0493, 0.1008, 0.0924
Si, 0.0989, 0.0733, 0.2758
Si, 0.0994, -0.0357, 0.1821
Si, 0.0301, -0.0539, 0.0093
Si, -0.2131, 0.0193, 0.3463
Si, -0.0925, -0.1761, 0.3234
Si, -0.0655, 0.2837, 0.544
Si, 0.0683, 0.1349, 0.546
Si, 0.4021, -0.0441, -0.2212
Si, 0.066, -0.2125, 0.3784
Si, -0.0231, -0.1941, -0.3823
Si, -0.0052, -0.265, 0.5291
Si, 0.0723, 0.3854, 0.4033
Si, 0.0966, 0.0581, 0.672
Si, 0.2076, -0.1344, -0.5482
Si, 0.2766, 0.1549, 0.3431
Si, 0.0576, -0.0435, -0.1499
Si, -0.0039, 0.0154, 0.619
Si, 0.0227, -0.1759, -0.4528
Si, 0.1041, 0.0115, 0.348
Si, 0.0493, -0.1156, 0.2876
Si, 0.0759, 0.0391, 0.4987
Si, -0.0246, -0.2935, -0.3483
Si, -0.125, 0.115, -0.1533
Si, -0.0674, 0.1112, -0.5884
Si, -0.0476, 0.1764, 0.2207
Si, -0.1256, -0.0744, 0.5026
Si, 0.0943, 0.0792, -0.5683
Si, -0.1156, -0.0814, -0.3178
Si, 0.0053, 0.1005, 0.2795
Si, -0.0499, 0.0272, 0.5012
Si, -0.0909, -0.031, -0.689
Si, 0.0784, -0.0573, -0.3881
Si, -0.1357, 0.1171, 0.15
Si, 0.1777, -0.2592, 0.2771
Si, -0.0465, -0.1211, -0.2175
Si, 0.0484, 0.0909, -0.342
Si, 0.0111, -0.1913, -0.3618
Si, 0.0705, 0.1554, -0.3202
Si, -0.0982, -0.1878, 0.2122
Si, 0.1436, 0.0234, 0.3476
O, 0.2832, -0.088, 0.5465
O, -0.0166, -0.0186, 0.4949
O, 0.001, -0.0449, -0.1794
O, 0.103, -0.0687, 0.2317
O, 0.1595, -0.0657, 0.6611
O, 0.0901, -0.3155, 0.2738
O, -0.0925, -0.1179, 0.0545
O, -0.1609, 0.0166, -0.0813
O, -0.1092, 0.0514, -0.456
O, -0.1119, 0.2418, 0.4041
O, -0.0529, -0.062, -0.2279
O, 0.0773, -0.0634, -0.0269
O, 0.1407, -0.0305, 0.2937
O, 0.1336, 0.2387, 0.3257
O, 0.0682, 0.1903, 0.1309
O, 0.0585, 0.1403, -0.0341
O, -0.0451, -0.0247, -0.0635
O, 0.1225, -0.0887, -0.4162
O, 0.0781, -0.5096, -0.3074
O, 0.0356, -0.0159, 0.0374
O, -0.2653, 0.1444, -0.3719
O, -0.3338, 0.1818, -0.5438
O, 0.0604, 0.0082, 0.1227
O, -0.107, -0.0233, -0.0251
O, -0.0494, -0.0198, -0.1708
O, -0.1824, -0.0685, 0.2516
O, -0.1111, 0.1894, -0.4436
O, 0.0338, 0.1698, -0.5133
O, 0.0992, 0.2222, -0.295
O, -0.0493, 0.0804, -0.2183
O, 0.1381, -0.1801, -0.2963
O, -0.1403, 0.0232, 0.0439
O, 0.1303, -0.0852, 0.5484
O, -0.0849, 0.024, 0.2114
O, 0.0073, 0.1152, 0.2371
O, 0.0138, -0.0492, -0.2301
O, -0.2526, -0.0907, -0.3777
O, -0.0904, 0.1188, -0.264
O, -0.0262, -0.003, 0.0086
O, -0.0305, 0.3509, -0.4797
O, -0.0706, 0.1231, 0.163
O, -0.0996, 0.0452, 0.2458
O, 0.1587, 0.0881, -0.1641
O, -0.1076, -0.0978, -0.6201
O, -0.0046, -0.3231, -0.5682
O, 0.0501, -0.0382, -0.024
O, 0.1888, 0.0766, 0.4418
O, 0.032, -0.1646, 0.2842
O, -0.0428, 0.2116, 0.2567
O, 0.068, 0.0762, -0.1443
O, -0.2348, -0.1612, 0.2014
O, -0.0076, 0.13, 0.2384
O, 0.1601, -0.1361, 0.248
O, -0.1124, 0.1135, 0.4226
O, 0.0175, -0.0413, -0.1148
O, 0.0322, 0.0704, 0.0778
O, -0.166, 0.1054, 0.2948
O, -0.0154, 0.0943, -0.0517
O, -0.0129, -0.0432, 0.0085
O, 0.0165, 0.044, 0.1945
O, -0.0949, 0.0112, 0.382
O, -0.0329, 0.0068, 0.1606
O, 0.0382, 0.0294, 0.1535
O, 0.1403, 0.0658, 0.3478
O, 0.0387, -0.1018, -0.2203
O, -0.0383, 0.1871, 0.1044
O, 0.0958, 0.0138, -0.3462
O, -0.0635, -0.0246, -0.011
O, 0.0349, -0.1682, -0.1927
O, 0.0481, -0.1473, 0.1927
O, 0.0661, 0.014, 0.1706
O, -0.0253, -0.0048, -0.1722

The program warned: the cutoff lies below the one the program advises for these potential files.
